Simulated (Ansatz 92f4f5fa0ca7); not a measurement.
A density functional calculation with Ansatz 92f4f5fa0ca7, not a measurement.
Periodic cell of 223 atoms, Si132O90P1, from a study of silicon, its oxide and their interface. The atomic structure is a simulated model.
Doubt: the cutoff is far below the 930 eV that the study's wrapper takes by default for these files, so forces and energies are approximate.
This geometry differs little from another in the collection (a relaxation step or a small displacement).

Settings: functional PBE; potential files Ansatz PAW; basis plane waves; wave-function cutoff 580 eV; density cutoff ratio 5; exchange-correlation grid ratio 1; k mesh 1 x 1 x 1, Gamma-centred; self-consistency stop 5e-08 eV per atom in the density residual; occupations fixed; spin none; net charge +1 e, with a uniform compensating background and no finite-size correction.

Cell vectors (angstrom)
a 10.938 0 0
b 0 10.938 0
c 0 0 32.1988

Atoms and the computed forces on them: element, x, y, z (angstrom), force x, y, z (eV/angstrom)
Si 10.5851 0.2238 24.8672 -0.0025 0.0006 0.004
Si 5.7341 10.6815 24.7371 0.0038 -0.002 0.0012
Si 2.4789 2.9165 24.638 -0.0006 0.0024 0.002
Si 8.4239 2.467 24.8247 0.0024 -0.0033 0.0025
Si 0.273 5.1693 24.7537 0.0041 -0.0024 0.0024
Si 5.1516 5.7495 24.6919 -0.0022 0.0018 0.0016
Si 2.9313 8.0108 24.5965 0.0017 -0.0035 0.0017
Si 7.9394 8.4384 24.7311 -0.0005 0.0029 0.0033
Si 1.3302 1.3835 26.035 0.002 0 0.0003
Si 6.8441 1.3097 26.1197 -0.0015 0.001 0.0011
Si 4.0429 4.1051 25.9902 -0.0004 -0.0012 0.0029
Si 9.6084 4.0603 26.0857 -0.0014 0.0012 0.001
Si 1.3971 6.8287 26.001 -0.0006 0.0009 0.0025
Si 6.7682 6.8541 26.0243 0.0014 -0.0002 0.0008
Si 4.103 9.536 25.9985 -0.0002 0.0018 0.0016
Si 9.4626 9.5704 26.1514 0.0006 -0.0012 0.0008
Si 2.7307 -0.0041 27.3444 -0.0002 -0.0012 -0.0028
Si 8.159 -0.0191 27.5603 -0.001 -0.0008 0.0064
Si 0.0124 2.7173 27.4878 0.0002 0.0005 0.0068
Si 5.4409 2.7452 27.3654 0.0023 0.0005 -0.0029
Si 2.7286 5.4672 27.4303 0.0008 0.0014 0.0027
Si 8.1864 5.4738 27.3519 0.0007 -0.0008 -0.0024
Si -0.0056 8.1839 27.3737 0.0011 -0.0001 -0.0023
Si 5.4425 8.2006 27.4485 -0.0018 -0.0017 0.0047
Si 4.0837 1.3662 28.7467 0.0005 0.0001 0.0011
Si 9.5814 1.354 28.8475 -0.0003 0.0002 -0.0046
Si 1.3697 4.1081 28.8166 -0.0002 -0.0015 -0.0055
Si 6.8315 4.1035 28.7389 -0.0002 0.0004 0.0031
Si 4.1012 6.8179 28.806 0.0003 0.0006 -0.0046
Si 9.5567 6.8245 28.7489 0.0013 0.0002 0.002
Si 1.37 9.5679 28.7344 0.0001 0.0005 0.0034
Si 6.7891 9.543 28.8641 0.0018 0.0019 -0.0051
Si 0.0272 -0.0242 30.1651 0.0003 0.0009 -0.0006
Si 5.4333 0.0124 30.1667 0.0021 -0.0016 0.0008
Si 2.7423 2.7283 30.1584 -0.0011 0.0024 -0.0002
Si 8.1962 2.7509 30.1424 0.0015 -0.0011 -0.001
Si -0.0185 5.4717 30.1443 0.0006 0.0004 0.0005
Si 5.4882 5.4568 30.1539 -0.0006 0.0006 -0.0005
Si 2.7272 8.2122 30.1291 0.0018 -0.0008 -0.0006
Si 8.2111 8.1774 30.1677 -0.0007 0.0007 -0.0001
Si 1.3833 1.3557 31.5372 0 -0.0032 -0.0015
Si 6.8362 1.3777 31.5017 -0.0007 0.0037 0.0006
Si 4.1206 4.0928 31.5233 0.0029 0.0002 -0.0005
Si 9.5691 4.1003 31.5207 -0.0002 0.0006 -0.0002
Si 1.3576 6.8508 31.4864 -0.0008 0.0004 0.0011
Si 6.8545 6.8118 31.5437 0.0004 -0.0013 -0.0007
Si 4.0854 9.5664 31.5267 -0.0037 0.0008 -0.0006
Si 9.589 9.5519 31.5256 0.0017 -0.0004 0
Si 2.7484 -0.0074 0.7193 0.0013 0.0007 -0.0003
Si 8.2121 0.0083 0.6623 -0.0007 -0.0031 -0.0002
Si 0.0012 2.7323 0.6937 0.0011 0.0034 0
Si 5.4943 2.7297 0.6974 -0.0015 -0.0009 0.0006
Si 2.7385 5.4993 0.6491 -0.0008 0 0.0006
Si 8.2278 5.4498 0.72 0.0017 -0.0002 0.0005
Si 0.0219 8.1897 0.6991 -0.0001 -0.0005 0.0006
Si 5.4785 8.2062 0.6899 0.0047 0.0019 -0.0001
Si 4.1447 1.3581 2.0677 0.0038 -0.0002 0.0028
Si 9.5724 1.3498 2.062 0.0009 -0.0004 0.0005
Si 1.3813 4.1404 2.0164 -0.0034 0.0042 0.0005
Si 6.8661 4.0723 2.0812 -0.0008 0.0002 0.0007
Si 4.1079 6.8348 2.0542 -0.0063 -0.0035 -0.0011
Si 9.5969 6.8321 2.0712 0.002 0.0007 -0.0002
Si 1.3947 9.5449 2.0749 -0.0014 -0.0003 0.0021
Si 6.8501 9.5954 2.0412 0.0013 -0.0014 0.0004
Si 0.0089 -0.0353 3.4061 -0.0015 -0.0073 0.0077
Si 5.5136 0.0059 3.4729 -0.0025 0.0049 0.0047
Si 2.7847 2.795 3.3457 -0.004 -0.0039 0.0052
Si 8.2062 2.6866 3.4748 0.0031 0.0085 -0.0065
Si 0.0395 5.476 3.4434 0.0021 -0.0033 -0.0053
Si 5.4958 5.4669 3.3997 0.0141 0.0048 0.0038
Si 2.7839 8.2115 3.4705 -0.0049 -0.0036 -0.007
Si 8.221 8.2314 3.3841 -0.0024 0.0032 0.0006
Si 1.3979 1.4311 4.6359 0.0067 0.0072 -0.0001
Si 6.8724 1.3105 4.9299 0.0009 -0.0155 -0.0003
Si 4.1565 4.0902 4.7877 -0.0026 -0.0059 0.0017
Si 9.5902 4.0844 4.7727 0.0033 -0.0002 0.0041
Si 1.4267 6.8331 4.8296 0.0009 -0.0009 0.0019
Si 6.8246 6.8946 4.7233 -0.0069 -0.0039 -0.0111
Si 4.1819 9.574 4.8662 0.0115 0.0014 0.0048
Si 9.5758 9.5465 4.8016 0.0109 0.0003 -0.015
Si 2.7476 0.11 6.0443 -0.0034 -0.0038 -0.0043
Si 8.2409 -0.0867 6.2969 -0.0128 0.0114 -0.0101
Si 0.0322 2.6814 6.0803 -0.001 0.0039 -0.0111
Si 5.5049 2.7415 6.2735 0.0111 0.0071 0.002
Si 2.8489 5.4883 6.1759 -0.0043 0.0013 -0.0145
Si 8.1638 5.4804 6.0222 -0.0007 -0.0099 -0.0024
Si 0.0295 8.1881 6.1671 0.0092 0.0083 0.0011
Si 5.5564 8.2112 6.2644 -0.0109 0.0067 -0.0138
P 3.8704 1.5756 7.5237 -0.0152 -0.0059 0.0637
Si 9.856 1.1348 7.4836 0.0064 -0.0044 0.0183
Si 1.6707 3.8145 7.2924 -0.0127 -0.0013 0.0438
Si 6.6637 4.4362 7.5081 -0.001 -0.0069 -0.0104
Si 4.4129 6.6341 7.5751 0.0023 0.0066 0.0242
Si 9.3847 6.9169 7.396 0.0148 -0.0161 0.0223
Si 1.1581 9.9197 7.3307 -0.0074 -0.0005 -0.0174
Si 7.2069 9.1934 7.6908 0.0008 -0.0054 0.0276
O 8.3483 8.0453 7.9754 -0.0015 0.0066 -0.0112
O 2.7981 2.6878 7.9014 -0.0122 0.0209 0.0016
O 9.5211 1.3515 24.2753 0.0002 0.001 -0.0038
O 4.0483 6.866 24.1341 0.0001 0.001 -0.0033
O 0.0631 0.0378 7.9933 -0.0046 0.0011 0.004
O 5.5265 5.5037 8.064 -0.0024 -0.0015 -0.0014
O 6.8492 9.5729 24.2031 -0.0006 -0.0003 -0.0028
O 1.3696 4.0627 24.1735 0.0002 -0.0011 -0.0031
O 3.8451 7.3591 8.9636 0.0011 -0.0015 -0.0055
O 1.0103 4.3655 8.6747 0.0021 0.0131 -0.0115
O 9.8652 6.0343 8.7096 0.0185 0.0031 0.0023
O 2.1743 9.3945 8.4994 0.0106 -0.0077 0.0128
O 7.544 3.9447 8.804 0.0027 -0.0031 0.0065
O 4.2561 0.9417 8.9457 0.013 0.0066 -0.0504
O 6.7472 9.558 9.2224 0 0.001 -0.0032
O 9.2192 1.8568 8.8199 -0.0024 -0.0023 -0.005
O 7.7068 3.1534 23.5226 -0.0023 0.0026 -0.0042
O 10.4916 5.8433 23.4493 -0.0027 0.0035 -0.0039
O 5.0822 0.4322 23.4015 -0.0022 0.0032 -0.0039
O 5.8574 5.0878 23.3663 0.0031 -0.0031 -0.0031
O 3.1018 2.206 23.2778 0.0028 -0.0022 -0.0032
O 2.2951 8.7236 23.2321 -0.0017 0.0018 -0.0023
O 8.6215 7.7565 23.3978 0.0028 -0.0021 -0.0036
O 0.2278 10.326 23.6007 0.0032 -0.0042 -0.0068
Si 4.3851 1.5695 22.4655 0.0002 0.0004 0.0047
Si 3.4735 7.9277 14.0389 -0.0014 0.0012 -0.0048
Si 7.1027 0.9453 14.6828 -0.0009 0.0006 -0.0023
Si 0.9407 9.3546 22.5243 -0.0002 0.0006 0.0055
Si 1.1646 4.3067 11.893 -0.0015 0.0046 -0.0094
Si 6.2505 8.9566 15.3259 0.0005 -0.0018 -0.0023
Si 0.6555 1.3708 12.3089 -0.0009 0.0013 -0.0025
Si 8.6188 4.9543 20.5137 -0.0035 0.0024 -0.0011
Si 0.3728 5.6904 9.364 0.0098 -0.0037 -0.0362
Si 5.0816 3.1212 17.9313 -0.001 -0.0006 -0.0056
Si 0.8682 3.7437 16.7516 -0.0026 -0.0007 -0.004
Si 10.388 2.8464 19.2344 -0.0003 0.0014 -0.0049
Si 5.2792 1.2162 10.2988 -0.0029 0.0002 -0.0071
Si 0.873 0.1756 19.8514 0.0011 -0.003 -0.0006
Si 6.6358 9.4684 10.8621 -0.0077 0.0034 -0.0038
Si 9.3231 9.6771 18.333 0.0007 0.0008 -0.0054
Si 9.3715 9.2584 12.5829 0.0002 0.0006 -0.0053
Si 6.5675 3.8446 22.5877 0.0006 0.0008 0.0042
Si 2.4383 8.0746 9.4045 -0.0038 -0.0074 -0.0169
Si 10.5727 7.3674 17.0777 0.0004 0.0005 -0.0023
Si 2.4956 6.2908 16.5825 -0.001 0.0001 -0.0047
Si 10.1596 4.4909 14.194 0.0022 -0.0033 -0.0043
Si 6.1222 9.1829 18.5204 -0.0005 0.0005 -0.007
Si 7.9667 2.5749 9.5761 -0.0063 0.0007 -0.0102
Si 8.8545 2.135 12.4665 -0.0004 0.0041 -0.0038
Si 5.3236 6.2446 18.0667 -0.0012 -0.0009 -0.0035
Si 3.908 0.5578 19.4633 -0.0006 0.0025 0.0007
Si 4.2611 3.8522 12.0289 0.001 -0.0063 -0.0061
Si 5.5241 6.6122 12.1361 0.0006 0.0015 -0.0032
Si 7.9982 2.5059 17.2255 -0.0002 -0.0027 -0.0035
Si 4.3479 2.4695 14.9566 -0.0015 0.0028 -0.0058
Si 1.519 1.2144 15.263 -0.0014 0.0017 -0.0038
Si 1.5489 9.4212 12.0646 0.0017 -0.008 -0.0065
Si 8.0352 6.8535 13.8639 -0.0022 -0.0012 0.0001
Si 10.3658 9.8389 15.4975 -0.0002 0.0028 -0.0047
Si 9.8063 7.0133 22.5519 0 -0.0003 0.0041
Si 8.0966 5.4843 17.4118 0.0011 -0.0006 -0.0004
O 6.0159 7.9823 11.2862 -0.0007 -0.0037 -0.0005
O 6.0023 9.1996 16.9002 -0.0005 0.0006 0.0057
O 7.6596 1.3537 13.2075 -0.0053 -0.0031 0.0038
O 0.8564 1.7508 13.8764 0.0035 -0.0013 0.0072
O 9.4152 6.252 16.8743 -0.0008 0.0005 0
O 6.751 6.2072 13.1147 0.0061 0.0006 0.0018
O 5.1111 4.657 18.5986 -0.0003 0.001 0.0025
O 9.2122 2.1587 18.2806 -0.0003 0.0002 0.0023
O 2.3521 0.0945 19.0817 0.0001 -0.0001 0.001
O 9.3973 10.2367 16.7723 -0.0018 -0.0008 0.0035
O 2.7708 4.4442 11.7037 0.0002 -0.0001 -0.0004
O 5.0506 10.3228 19.1042 -0.0003 -0.0007 0.0018
O 9.4059 3.2526 13.4771 0.0007 0.0033 -0.0008
O 0.4439 1.7642 19.9592 -0.0002 -0.0002 0.0027
O 3.1284 1.3679 15.0393 -0.0012 -0.0002 -0.0015
O 8.1587 5.3773 19.0245 -0.0004 0.0004 -0.0004
O 3.8795 6.6007 17.3864 0.0023 0.0002 0.0023
O 4.5626 3.2824 16.3671 0.0015 0.0016 0.0051
O 9.0516 5.6721 14.3024 -0.0013 -0.0001 -0.0013
O 5.4496 2.7565 22.1418 -0.0004 -0.0006 0.0002
O 10.656 4.1339 15.6838 0.0035 -0.001 0.0059
O 0.3232 3.8689 18.2832 -0.001 -0.0001 0.0036
O 10.4124 10.51 19.2261 -0.0006 0.0001 0.0019
O 9.6293 10.0366 14.0336 0.0022 0.0011 0.0073
O 10.908 8.1186 22.0944 0.0008 0.0003 0.001
O 1.1827 2.1605 16.5369 -0.0005 0.0018 0.0017
O 9.7226 3.7506 20.423 0.0012 -0.0019 0.0024
O 8.1196 4.0323 16.6815 -0.0011 0.0009 -0.0004
O -0.0621 9.1127 11.9082 -0.0035 0.0018 -0.0002
O 6.5649 2.4161 18.001 -0.0012 0.0004 0.0016
O 5.5521 10.747 11.1203 0.0021 -0.0045 0.0017
O 7.733 9.5914 18.8455 -0.0004 -0.0002 0.003
O 10.0083 1.029 12.0524 0.0003 0.0005 -0.0017
O 1.2713 7.0057 9.0722 -0.0119 -0.0145 0.0084
O 0.6103 4.7676 13.3557 -0.0053 0.0004 0.0039
O 5.6892 7.6206 18.9841 -0.0003 -0.0002 0.0039
O 5.2193 5.0976 11.4997 -0.0009 0.0035 -0.001
O 2.6988 6.9772 15.1144 -0.0023 -0.0035 0.0044
O 0.9021 2.7431 11.4705 -0.002 -0.003 0.0007
O 0.8482 10.6839 15.5481 -0.001 -0.0012 -0.0004
O 2.3918 8.6025 10.9265 -0.0051 0.0073 0.013
O 4.6561 2.4567 11.1758 -0.0026 0.0067 0.0089
O 4.2646 3.4766 13.6395 0.0001 -0.0058 0.0082
O 2.1824 4.6824 16.4854 -0.0003 0.0008 -0.0002
O 10.6839 8.2503 15.6959 -0.0006 -0.0027 0.0009
O 6.9227 10.2772 14.6725 -0.0012 -0.0009 -0.0019
O 2.3242 8.9543 13.4359 0.0044 -0.0025 0.0032
O 8.0187 1.5216 15.9132 0.0011 0.0033 0.0035
O 4.1086 6.9993 12.8517 -0.0058 0.0033 0.0023
O 4.1559 2.0072 18.7075 -0.0002 -0.0006 0.0014
O 7.2832 4.4231 21.264 0.0041 0.0024 -0.0034
O 8.3448 2.8944 11.1139 -0.0001 -0.0043 0.0078
O 1.1639 6.8672 17.3566 -0.0017 0.0005 0.0014
O 5.6301 1.5456 14.7621 -0.0006 -0.0012 -0.0012
O 8.1038 9.7789 11.5981 0.0062 -0.0002 0.0011
O 9.2002 6.2887 21.2375 -0.0016 -0.0036 -0.0025
O 8.9323 7.7279 12.8481 -0.0026 -0.0027 -0.0004
O 1.6355 0.1264 11.8881 -0.0012 0.0014 -0.0008
O 6.6321 6.149 17.0661 -0.0012 -0.0001 0.0001
O 7.3752 7.7895 15.0388 -0.0032 0.0042 0.0007
O 1.2045 10.3017 21.2339 0.0003 0.0041 -0.0048
O 10.0123 8.1972 18.3553 -0.0009 0.0004 0.0023
O 3.9431 0.858 21.0763 -0.0013 -0.0029 -0.0048
O 0.3217 5.3299 10.9305 0.0036 -0.004 0.0039
O 6.6604 1.6031 9.5336 0.01 0.0065 -0.002
O 4.7644 8.7044 14.6787 0.0033 0.0014 0.0001

Results
free energy: -135859.447 eV
free energy less fixed offsets of O -568.88, P -755.39, Si -635.61 eV per atom: -4.337 eV

The program warned: the cutoff lies below the one the program advises for these potential files; the exchange-correlation potential is rough where the density is thin.
